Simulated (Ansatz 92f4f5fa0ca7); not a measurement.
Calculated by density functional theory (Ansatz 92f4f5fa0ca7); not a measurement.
Periodic cell of 273 atoms, Si157O104As12, from a study of silicon, its oxide and their interface. The atomic structure is a simulated model.
Doubt: the cutoff is far below the 930 eV that the study's wrapper takes by default for these files, so forces and energies are approximate.
This geometry differs little from another in the collection (a relaxation step or a small displacement).

Settings
functional: PBE
potential files: Ansatz PAW
basis: plane waves
wave-function cutoff: 580 eV
density cutoff ratio: 5
exchange-correlation grid ratio: 1
k mesh: 1 x 1 x 1, Gamma-centred
self-consistency stop: 5e-08 eV per atom in the density residual
occupations: fixed
spin: none
net charge: 0

Cell vectors (angstrom)
a  11.6015  0  0
b  0  13.3963  0
c  0  0  31.4667

Atoms and the computed forces on them: element, x, y, z (angstrom), force x, y, z (eV/angstrom)
Si  -0.0374  -0.2876  24.908  0.0161  -0.0107  -0.0063
As  3.8888  -0.1627  24.4732  0.0115  0.0028  -0.0005
As  7.7235  -0.0781  24.5765  -0.0071  -0.0025  0.0065
Si  1.8126  3.3095  24.4929  0.008  -0.004  -0.006
Si  5.8751  3.2935  24.7251  -0.01  0.0114  0.0013
As  9.6764  3.2146  24.6094  -0.0117  0  0.0023
As  -0.0495  6.5904  24.4502  -0.0023  -0.0028  0.0022
As  3.8735  6.6282  24.5146  -0.0046  -0.0095  -0.0008
Si  7.6968  6.3599  24.7325  0.0071  0.0041  0.005
Si  1.9787  9.8895  24.7194  -0.0142  -0.0065  0.0059
As  5.7237  9.9275  24.5804  -0.0133  -0.0058  0.0025
Si  9.4737  10.0097  24.7905  0.0023  -0.0174  0.0052
Si  -0.0022  2.0761  25.4838  -0.0053  -0.0034  0.0088
Si  3.8361  2.1399  25.2933  0.0047  0.0029  -0.0004
Si  7.7521  2.1258  25.6296  0.0174  -0.0067  0.0179
Si  1.9044  5.5284  25.4738  0.0006  0.0064  -0.0046
Si  5.7019  5.4691  25.6439  -0.0047  -0.002  0.0014
Si  9.717  5.4385  25.6075  -0.0012  0.0008  0.0197
Si  -0.0779  8.8449  25.4119  0.0059  0.0097  -0.0031
Si  3.8659  8.7879  25.6311  0.0076  0.0048  -0.0001
Si  7.6304  8.7131  25.4863  0.0078  0.0028  0.0023
Si  2.0122  12.139  25.5987  -0.0079  0.0071  0.0332
Si  5.7967  12.1838  25.5925  -0.0036  0.0054  0.0054
Si  9.5519  12.1875  25.7239  -0.003  0.0108  -0.0013
Si  0.0216  2.1431  27.8724  0.0298  -0.003  0.01
Si  3.8592  2.2023  27.7603  -0.0096  0.0098  0.0122
Si  7.7345  2.1702  27.9648  -0.0079  0.0007  -0.0033
Si  1.9239  5.5215  27.8602  0.0014  -0.0047  0.0165
Si  5.7862  5.5181  27.9781  0.004  0.0028  0.009
Si  9.6897  5.5248  27.9507  0.0024  0.001  -0.0117
Si  -0.0224  8.8943  27.8277  -0.0041  0.0057  0.0126
Si  3.8488  8.8545  27.9642  0.0042  -0.0073  0.0092
Si  7.7164  8.8139  27.8742  -0.001  -0.0022  0.0067
Si  1.9566  12.2086  27.9461  0.0026  0  -0.0154
Si  5.7938  12.2264  27.9348  -0.0002  -0.0036  0.0077
Si  9.6362  12.2181  28.0315  0.0005  -0.0035  0.0125
Si  1.9687  1.0716  28.6769  -0.0208  0.0054  -0.0003
Si  5.7641  1.0829  28.6839  0.0187  -0.0049  -0.0002
Si  9.6793  1.0717  28.7246  -0.0133  -0.0032  0.0044
Si  0.0159  4.3887  28.6915  0.0001  0.0033  0.0038
Si  3.8465  4.3984  28.6884  -0.0086  -0.0061  -0.0027
Si  7.7444  4.415  28.7106  0.0004  -0.0013  0.0028
Si  1.8897  7.7611  28.6843  0.0092  0.0057  0.0012
Si  5.7908  7.7548  28.7275  -0.0028  0.0073  0.0103
Si  9.6769  7.7734  28.6944  -0.0062  -0.0034  0.0023
Si  0.0029  11.1066  28.6999  0.0055  -0.0004  0.0002
Si  3.8707  11.0983  28.724  0.0038  0.0034  0.0036
Si  7.7101  11.0681  28.7107  -0.0087  0.0062  0.0069
Si  1.9336  1.1164  31.0718  0.1376  0.0024  -0.1993
Si  5.8008  1.1164  31.0718  -0.1571  0.0119  -0.1133
Si  9.6679  1.1164  31.0718  0.0873  0.0529  0.075
Si  0  4.4654  31.0718  0.0387  -0.1864  -0.0138
Si  3.8672  4.4654  31.0718  -0.118  -0.1673  -0.0311
Si  7.7343  4.4654  31.0718  -0.0148  -0.0418  0.0746
Si  1.9336  7.8145  31.0718  -0.1673  -0.1413  -0.1249
Si  5.8008  7.8145  31.0718  0.0222  -0.0631  0.1441
Si  9.6679  7.8145  31.0718  0.0412  -0.0123  -0.0762
Si  0  11.1635  31.0718  0.0342  -0.1662  -0.0228
Si  3.8672  11.1635  31.0718  0.0478  -0.1138  0.1353
Si  7.7343  11.1635  31.0718  -0.1251  -0.2534  0.0732
Si  0  0  0.3944  -0.0527  0.132  -0.0729
Si  3.8672  0  0.3944  -0.0442  0.0745  0.1587
Si  7.7343  0  0.3944  -0.0199  0.0931  -0.0587
Si  1.9336  3.3491  0.3944  0.0139  -0.0068  0.0485
Si  5.8008  3.3491  0.3944  0.1387  0.0307  0.0415
Si  9.6679  3.3491  0.3944  0.1075  -0.1399  -0.164
Si  0  6.6981  0.3944  0.0854  0.2796  0.1106
Si  3.8672  6.6981  0.3944  0.0411  0.1143  -0.1078
Si  7.7343  6.6981  0.3944  -0.0305  0.0734  -0.1869
Si  1.9336  10.0472  0.3944  -0.0098  0.1886  0.1531
Si  5.8008  10.0472  0.3944  -0.0344  0.1532  -0.1313
Si  9.6679  10.0472  0.3944  0.0862  0.0514  0.0137
Si  -0.0116  0.0701  2.7619  -0.0028  0.0009  0.0073
Si  3.8552  0.0583  2.782  0.0162  0.0006  0.0018
Si  7.7168  0.0503  2.7751  0.0036  0.0061  0.0052
Si  1.9697  3.3803  2.7624  -0.0033  0.0095  -0.0049
Si  5.864  3.3954  2.7687  -0.0078  0.0053  -0.0059
Si  9.7232  3.3507  2.7365  -0.0037  0.0013  -0.0097
Si  0.0236  6.7879  2.7805  0.0035  -0.0053  -0.0065
Si  3.8793  6.7581  2.7585  -0.0021  0.0061  -0.0055
Si  7.7525  6.7507  2.74  -0.008  0.0043  -0.0018
Si  1.9365  10.1342  2.7853  0.0042  -0.0113  0.0008
Si  5.7943  10.1096  2.732  -0.0029  -0.0097  -0.0031
Si  9.6898  10.1011  2.7626  -0.001  -0.0067  0.0001
Si  0.051  2.281  3.613  0.0041  0.0016  -0.0073
Si  3.9282  2.3009  3.5547  0.0049  -0.0003  -0.002
Si  7.8062  2.2793  3.5932  0.0036  0.0051  -0.0094
Si  1.9508  5.6241  3.5072  -0.0068  -0.0012  0.0043
Si  5.8234  5.6459  3.5231  0.0032  -0.0016  -0.0029
Si  9.694  5.5925  3.4163  0.0021  -0.0071  -0.0128
Si  0.0257  9.0492  3.6458  -0.0064  0.0031  -0.0041
Si  3.878  9.007  3.5462  0.0047  -0.0045  -0.0018
Si  7.7268  9.0052  3.4751  0.0004  0.007  0.0014
Si  1.8957  12.3909  3.5894  -0.0142  0.0057  -0.0001
Si  5.7813  12.3253  3.5735  -0.0123  0  -0.0092
Si  9.6581  12.335  3.534  0.0058  -0.0087  0.0011
Si  0.0838  2.3909  6.0176  -0.0022  -0.0055  0.0022
Si  4.0317  2.4464  5.9161  0.0041  -0.0081  -0.0024
Si  7.8866  2.3934  5.9839  0.0062  -0.01  0.0065
Si  1.9749  5.6643  5.8378  -0.0053  -0.0054  -0.0184
Si  5.8567  5.7252  5.8644  -0.0083  -0.0024  -0.0025
Si  9.7045  5.6081  5.7143  -0.0031  -0.0138  0.01
Si  0.0962  9.127  6.0634  0.0119  0.021  -0.0192
Si  3.9141  9.0089  5.899  -0.0069  0.0066  -0.0193
Si  7.7167  9.0602  5.8039  0.0045  -0.004  -0.0101
Si  1.8681  12.5646  5.978  0.0027  -0.0052  0.0017
Si  5.8064  12.3467  5.9491  -0.0064  0.001  0.0076
Si  9.5923  12.3526  5.8919  -0.0062  0.0105  -0.0045
Si  2.1245  1.4536  6.8379  0.002  -0.0019  -0.0004
Si  5.9635  1.2302  6.6845  -0.0077  0.01  -0.0123
Si  9.7955  1.1498  6.8396  0.0043  -0.0009  -0.011
As  0.005  4.6529  6.9085  0.0043  0.0055  -0.0013
As  3.9405  4.6596  6.9255  -0.0001  0.0004  0.0053
As  7.7994  4.6469  6.9157  0.0008  0.0044  -0.005
As  2.0361  7.8482  6.869  0.0218  -0.0046  0.014
As  5.8615  7.9272  6.92  0.0022  -0.0024  0.0065
Si  9.6916  7.8674  6.3993  -0.0217  0.0122  0.0134
Si  -0.0764  11.497  6.9599  0.0031  -0.016  0.0016
Si  3.7344  11.3138  6.667  0  -0.0033  0.0037
As  7.713  11.2065  6.9533  0.0024  -0.0003  -0.0011
O  3.2553  11.522  8.2671  -0.0022  0.0002  0.0176
O  6.1383  1.1462  8.329  0.0027  -0.0068  0.007
O  2.4111  1.7852  8.4768  -0.0022  0.0036  0.0093
O  9.4677  7.4792  7.9931  -0.0042  -0.0082  -0.0047
O  11.2982  11.9464  8.6115  -0.0063  0.0178  0.0056
O  9.9564  0.8458  8.5047  0.0024  -0.0063  0.0082
O  9.1527  10.3283  23.1818  -0.0029  0.0064  -0.0025
O  2.197  9.779  23.0599  0.009  -0.0012  -0.0031
O  6.2346  3.5665  23.0987  0.0048  0.0035  -0.0025
O  7.6983  5.8453  23.1155  -0.0017  -0.0051  0.0017
O  1.5234  3.5067  22.8208  -0.0007  0.0087  0.0046
O  11.4621  12.5221  23.3289  -0.0117  -0.0012  0.0078
Si  10.0689  9.4054  17.8604  -0.0024  0.0026  -0.0046
Si  14.9627  -6.9953  11.6278  -0.0032  -0.0008  0.0076
Si  6.0515  11.5568  11.0225  -0.0026  0.0004  0.0059
Si  12.8226  9.4275  18.9593  0.0021  0.0032  0.0038
Si  12.311  12.9249  21.9977  0.0052  0.0088  -0.0073
Si  0.9803  2.5587  21.5791  -0.0006  -0.0037  -0.0025
Si  2.9607  2.3146  19.0127  -0.0047  0.0006  0.0006
Si  24.5727  8.3631  10.2559  0.0014  0.0068  0.001
Si  17.56  3.6885  13.5619  -0.0017  -0.0039  0.0095
Si  4.2476  15.3135  11.9198  -0.0034  -0.0011  0.0078
Si  3.8103  8.818  13.0425  -0.0034  0.0016  0.0076
Si  17.1192  2.7615  16.3681  0.0001  0.0013  0
Si  4.5388  -0.3685  18.8935  -0.0028  -0.0006  -0.0036
Si  13.4904  12.1348  17.7312  -0.0033  0.0001  0.0005
Si  10.1822  7.8731  9.374  0.0071  0.0097  0.0002
Si  -0.4119  -3.8595  12.6654  0.0038  -0.0005  0.0094
Si  6.6178  6.6069  14.5954  -0.001  0.002  0.0047
Si  17.6294  7.6728  11.7497  -0.0023  0.0009  0.0135
Si  9.586  2.8492  15.415  -0.0008  0.0004  0.0031
Si  9.4546  2.6245  20.8438  0.0042  0.003  -0.0026
Si  2.5229  7.5475  17.1065  0.0007  0.0014  -0.0024
Si  2.5729  10.5125  21.6515  -0.0058  0.0023  -0.0064
Si  10.4192  12.5037  17.571  0.0011  0.0004  -0.0013
Si  17.2178  -2.5417  20.7495  -0.0088  0.0014  -0.0033
Si  10.1156  13.8025  12.4712  -0.001  0.0008  0.0086
Si  8.7638  13.3558  15.1147  -0.0002  0.0003  0.0019
Si  5.0265  8.9521  15.8817  -0.0007  -0.0004  0.003
Si  8.3327  10.5625  21.8153  0.0046  0.0055  -0.0033
Si  2.7268  1.1715  16.2994  -0.0006  -0.0001  0.0003
Si  8.4418  9.4245  11.1173  0.0011  0.0001  0.0047
Si  4.1161  4.9937  17.8661  0.0014  0.0014  -0.0018
Si  8.3695  2.8774  11.536  -0.0013  -0.004  0.0084
Si  16.0071  -0.8038  13.4592  -0.002  0.001  0.0109
Si  13.358  15.2595  9.9773  -0.0028  -0.0098  -0.0044
Si  13.5936  -2.1484  12.3843  -0.0028  0.0029  0.0048
Si  -0.712  -0.094  9.4989  0.0089  -0.0004  0.0088
Si  3.2653  -2.4961  9.7643  -0.0022  -0.0001  -0.0099
Si  7.5801  -4.5925  19.6337  0.0007  -0.0005  -0.0055
Si  7.2665  4.5142  22.2374  0.002  -0.005  -0.0167
Si  8.0619  3.3687  18.0468  0.0019  -0.0008  -0.0018
Si  6.4306  14.5536  9.9108  0.0008  0.0004  0.0039
Si  5.9452  11.9703  16.1477  -0.0036  0.0029  -0.0023
Si  12.2273  1.9863  14.0698  0.0009  0.001  0.0029
Si  9.457  5.7584  14.402  -0.0014  0.0014  0.0046
Si  24.4305  4.1596  11.756  0.0015  -0.001  0.0093
Si  11.4456  7.858  15.4268  -0.0038  0.0026  0.0043
Si  6.6203  5.7431  19.4347  0  0.0019  -0.002
Si  10.0316  18.8976  11.4802  0.0018  0.0019  0.0117
Si  9.776  -0.3378  20.4238  0.0057  -0.0057  0.0006
O  5.3816  -1.6987  12.5082  -0.002  -0.0002  -0.0004
O  11.1498  2.4229  15.2229  -0.0011  0.0005  -0.0009
O  10.0378  10.9457  17.3725  -0.0002  -0.0028  0.0035
O  8.5625  9.0277  18.3484  0.0037  0.0012  0.0047
O  12.65  3.215  13.0786  -0.0014  -0.0017  -0.0016
O  14.3796  15.0586  11.2528  0.0041  0.0015  0.0003
O  4.174  10.3772  21.3512  0.0052  0.002  0.0055
O  9.2266  3.3917  16.9066  -0.0005  0.0006  0.0024
O  5.4334  -0.7106  17.5426  0.001  -0.0011  0.0008
O  7.7585  2.0417  10.2695  0.0016  0.004  -0.0027
O  4.9172  12.415  14.9763  0.0002  -0.002  -0.0012
O  21.4819  6.6337  10.3541  -0.0028  -0.0051  -0.0051
O  8.432  9.1576  20.9833  -0.0048  0.0001  0.0062
O  21.0576  9.2703  9.8441  -0.008  -0.0036  0.0041
O  10.1803  -0.3553  10.9915  -0.0012  -0.0004  -0.0009
O  18.2624  7.4481  13.2226  -0.0014  -0.0036  -0.0004
O  4.2199  1.2326  19.2001  -0.0006  -0.0024  0.0058
O  5.1462  5.8775  18.76  -0.004  -0.0008  0.0035
O  20.9834  6.1538  12.8251  -0.0007  -0.0005  -0.0005
O  21.0006  4.1323  14.4273  -0.0008  0.0003  -0.0005
O  6.5124  -0.3792  10.4512  -0.0018  -0.0038  -0.0002
O  10.5118  8.4639  16.6144  0.0027  -0.0019  -0.0009
O  2.5288  -0.4693  16.4354  0  0.0012  0.0022
O  17.4733  5.2197  14.1399  0.0008  0.0001  -0.0028
O  8.956  11.7808  20.9522  0.0002  0.0023  0.005
O  3.5211  3.8273  18.8266  0.0013  0.003  0.0032
O  11.9957  12.764  17.9011  0.0005  0.0005  0.003
O  8.5892  1.5922  15.0816  -0.0005  0.0012  -0.0002
O  15.9302  9.3406  14.4674  -0.0007  -0.0009  -0.002
O  11.3917  8.864  14.1386  -0.0008  -0.0014  0.0007
O  1.8439  7.9884  18.5224  0.0003  0.0004  0.0031
O  5.8678  10.3094  16.3269  -0.0001  0.0013  0.001
O  12.7139  16.7257  10.3377  -0.0032  0.0051  0.0007
O  13.7119  1.8628  17.6696  -0.0013  0.0009  0.0009
O  9.5769  -0.2202  18.8038  -0.0012  0.0007  0.0015
O  11.0674  2.9682  21.045  -0.0052  0.0003  0.0037
O  4.5701  3.2786  12.7835  0.001  0.001  -0.0018
O  3.8111  -4.8518  16.8912  -0.0018  -0.0006  0.0021
O  8.5753  3.6269  21.7822  -0.0034  0.0033  0.0086
O  16.6026  -6.9458  11.2161  -0.0019  -0.0005  -0.0013
O  5.2089  15.3265  10.6264  -0.0037  0.0014  -0.0002
O  6.727  2.5328  17.4902  -0.0025  0.0007  0.0027
O  14.899  7.2555  13.0468  -0.0003  0.0014  -0.0035
O  1.7522  9.8099  20.4372  0.004  0.0019  0.0052
O  11.9903  8.6472  11.5481  -0.0081  -0.0005  0.0022
O  2.4303  -1.6117  10.8819  -0.0025  -0.0021  0.0005
O  2.9883  5.9878  17.2388  -0.0005  0.0006  0.0043
O  9.3941  1.8643  12.2946  -0.0005  -0.0024  -0.003
O  17.7694  2.7574  14.8817  -0.0004  0.0037  -0.0034
O  1.9737  2.4668  20.2921  0.0057  0.0009  -0.0007
O  16.4688  4.2387  16.6319  -0.0003  0.0001  0.0022
O  11.8008  8.0665  9.1351  -0.0034  -0.0035  0.0032
O  10.0154  -0.2387  16.1458  -0.0022  0.0008  0.0012
O  5.3919  -1.0508  20.1056  -0.0011  0.0014  0.0062
O  1.0683  14.4806  22.2561  0.0025  -0.0023  0.0081
O  9.553  9.5722  12.3639  -0.0014  0.0003  -0.0038
O  7.4452  12.526  15.6806  0.0012  0.0003  0.0017
O  9.2327  4.1585  11.0088  -0.0002  0.0016  -0.0057
O  10.8129  6.3871  15.0603  -0.0037  0  -0.0012
O  14.2822  4.9338  11.8277  -0.0023  0.0012  -0.0063
O  18.8019  3.431  12.5351  -0.0018  0.0013  -0.0046
O  0.0136  18.6332  11.7518  -0.0043  -0.0011  -0.0078
O  13.9852  7.1151  10.5234  0.0021  -0.004  -0.0007
O  14.6314  -1.0393  18.8888  0.0009  0.0015  0.0055
O  5.9145  7.5734  15.7211  0  -0.0004  0.0002
O  11.366  12.7662  20.6872  -0.0072  0.0016  0.0069
O  16.5983  8.9334  11.9208  0  -0.0025  -0.0045
O  16.1577  0.734  12.9827  -0.0003  -0.0008  -0.0022
O  18.777  7.244  19.6453  -0.0013  0.0017  0.0095
O  7.3741  8.1433  10.9436  -0.001  -0.0003  -0.0052
O  4.8824  -2.5186  10.0853  0.0035  0.0004  -0.0008
O  7.5985  4.8912  18.4333  0.0001  -0.0011  0.0034
O  11.592  0.7602  13.1516  0.0005  0.0003  -0.0008
O  1.4031  7.6775  15.9077  -0.0015  0.0004  0.0022
O  7.4536  10.7199  11.1064  0  -0.0031  -0.0038
O  2.3947  9.5147  9.7094  -0.0004  -0.0015  -0.0005
O  11.1917  9.288  19.0506  -0.0011  -0.0001  0.0037
O  6.7333  -2.4456  21.9497  -0.0003  -0.001  -0.0007
O  8.8321  2.7415  19.3377  -0.0028  0.0027  -0.0005
O  2.0779  12.0708  21.7835  0.0002  -0.0036  0.0035
O  1.9787  1.5926  14.9144  -0.0004  0.0006  0.0016
O  2.5954  9.7468  12.5655  0.0012  -0.0042  -0.0022
O  8.1262  6.3381  15.1522  0.0005  -0.0005  -0.0017
O  0.6254  0.7083  9.9633  -0.0018  0.0013  -0.0058
O  9.2913  14.4197  21.195  -0.0006  0.0004  0.0049
O  2.8019  -1.1933  13.4256  0.0004  0.0016  0.0001
O  13.2497  10.5078  17.7692  -0.0001  0.0012  0.0028
O  6.2345  9.7781  19.6427  -0.0006  0.0007  0.006
O  4.3129  1.6376  16.3108  -0.0003  0.0028  0.0016
O  6.5017  5.0026  20.8824  -0.0012  0.0033  0.0039
O  9.2248  12.9294  13.576  -0.0029  -0.0012  0.0013
O  11.9711  11.0264  12.6333  -0.0029  -0.0016  -0.003

Results
free energy: -217230.035 eV
free energy less fixed offsets of As -4856.12, O -568.88, Si -635.61 eV per atom: -2.305 eV

The program warned: the cutoff lies below the one the program advises for these potential files; the forces do not sum to zero within the program's tolerance; the exchange-correlation potential is rough where the density is thin.
